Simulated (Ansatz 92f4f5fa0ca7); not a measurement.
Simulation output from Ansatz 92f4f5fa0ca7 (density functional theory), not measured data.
Periodic cell of 240 atoms, Si134O106, from a study of silicon, its oxide and their interface. The atomic structure is a simulated model.

Settings
functional: r2SCAN
potential files: Ansatz norm-conserving
basis: plane waves
wave-function cutoff: 1300 eV
density cutoff ratio: 4
exchange-correlation grid ratio: 1
k mesh: 2 x 2 x 1, shifted by 0.5 0.5 0.5 of a step
self-consistency stop: 5e-08 eV per atom in the density residual
occupations: Fermi-Dirac, 0.05 eV
spin: none
net charge: 0

Cell vectors (angstrom)
a	11.5403	0	0
b	0	15.3871	0
c	-5.6224	5.235	23.2704

Atoms: element, x, y, z (angstrom)
Si	-0.7535	11.5674	1.0517
Si	8.5612	0.6903	1.6933
Si	-0.5908	3.4762	0.3172
Si	-0.7696	8.8397	0.0559
Si	2.9118	-3.2222	-0.1566
Si	3.8693	1.1741	-0.7014
Si	3.6297	4.5059	1.3819
Si	3.5514	9.3539	-1.3667
Si	8.6205	12.2772	1.6629
Si	6.7958	0.0268	-0.654
Si	8.8674	4.3279	1.3857
Si	6.7311	9.6127	-1.0863
Si	0.9026	13.0719	0.7211
Si	0.9251	0.7833	1.6718
Si	1.0995	4.3843	1.6906
Si	0.8685	8.3591	1.7492
Si	4.7242	-3.1219	1.2881
Si	3.4643	0.794	1.572
Si	4.2248	4.267	-0.92
Si	3.2649	8.3425	1.3927
Si	6.8384	-2.9855	0.1458
Si	10.4205	1.1822	0.3405
Si	7.35	4.1131	-1.3405
Si	8.5908	8.4528	1.1876
Si	0.6932	-1.2313	2.8391
Si	0.6831	2.6102	3.143
Si	0.5423	6.3576	2.8866
Si	0.327	10.3443	2.8537
Si	4.4214	-1.1818	2.6666
Si	4.2804	2.67	2.7567
Si	4.2252	6.4571	2.5458
Si	4.2752	10.3011	2.5348
Si	8.4801	-1.2172	3.0179
Si	8.3675	2.6033	2.9589
Si	8.3911	6.4046	2.4728
Si	8.2908	10.2493	2.7936
Si	-1.1867	-1.3025	4.386
Si	-1.3077	2.5297	4.4019
Si	-1.438	6.3999	4.1574
Si	-1.456	10.289	4.3383
Si	2.6096	-1.3287	4.1395
Si	2.6237	2.6913	4.3948
Si	2.5209	6.4848	4.153
Si	2.4271	10.4819	3.9785
Si	6.3696	-1.1582	4.1195
Si	6.3225	2.5916	4.146
Si	6.3402	6.3271	3.7868
Si	6.2284	10.2386	3.9502
Si	-1.3238	12.1833	5.7832
Si	-1.2966	0.6058	5.8316
Si	-1.3303	4.4984	5.6601
Si	-1.4863	8.3299	5.5465
Si	2.5107	12.1951	5.5493
Si	2.5549	0.6263	5.4515
Si	2.6151	4.6825	5.6269
Si	2.4865	8.5107	5.3057
Si	6.3056	12.2265	5.4069
Si	6.3552	0.6911	5.6163
Si	6.3729	4.5129	5.4972
Si	6.298	8.2284	5.147
Si	0.7149	12.2731	7.0892
Si	0.7931	0.6873	7.0006
Si	0.6793	4.6148	6.9395
Si	0.5728	8.4957	6.6655
Si	4.4346	12.1877	6.8775
Si	4.3653	0.6874	6.8768
Si	4.4967	4.6096	7.0033
Si	4.4896	8.4545	6.5921
Si	8.1288	12.0864	6.9585
Si	8.1984	0.5957	7.1896
Si	8.2836	4.428	7.0189
Si	7.9891	8.2667	6.7455
Si	1.4468	14.2049	8.3576
Si	8.4201	2.5651	8.6126
Si	0.5969	6.6833	8.0813
Si	0.8432	10.2454	8.2037
Si	3.8986	14.1494	8.1349
Si	3.7999	2.5991	8.1591
Si	4.4613	6.7069	8.1182
Si	4.9143	10.2109	8.1163
Si	6.2919	13.8637	10.0269
Si	11.4216	2.3371	9.8905
Si	8.2562	6.4353	8.2035
Si	7.4988	10.1056	8.1418
Si	8.0619	-1.4777	8.4564
Si	1.3706	2.7073	8.1424
Si	10.2584	4.6682	11.4829
Si	9.9233	9.2826	9.9373
Si	8.8073	13.0059	12.9677
Si	4.7062	2.7481	11.2111
Si	2.5162	7.1945	9.2709
Si	2.8612	9.6186	9.3485
Si	11.758	14.6628	10.3889
Si	7.81	2.8956	10.9056
Si	10.193	7.0285	9.2923
Si	4.0505	10.2257	13.1123
Si	-0.2001	9.3827	12.5769
Si	2.2152	14.5297	19.3233
Si	2.5188	10.6122	11.418
Si	6.5034	8.774	12.3172
Si	9.5184	13.9905	10.2899
Si	-0.6655	2.7109	16.0475
Si	-0.2472	4.1557	18.6271
Si	7.1333	5.8312	16.5326
Si	2.876	12.0251	15.0409
Si	9.7756	10.672	14.8621
Si	5.87	6.8495	10.0052
Si	8.4603	7.9221	14.5154
Si	2.0918	13.438	12.3692
Si	-0.3304	6.6066	13.6312
Si	7.8686	4.2511	21.6222
Si	7.9726	2.9225	16.3309
Si	2.4586	5.6677	14.4034
Si	4.8836	14.36	15.5917
Si	8.3074	-0.0352	11.6661
Si	4.5657	15.711	18.2058
Si	4.1379	5.8023	16.8856
Si	-5.7245	12.2182	20.9744
Si	2.4371	5.397	19.2816
Si	7.1279	15.4344	17.0615
Si	9.4824	14.4112	18.8955
Si	6.384	11.7095	12.1458
Si	3.7027	0.5656	13.2583
Si	1.7104	11.6936	17.903
Si	2.0091	2.6421	14.994
Si	5.7982	9.4327	21.3627
Si	3.5971	10.651	19.9418
Si	8.2212	10.6465	20.2314
Si	3.4279	3.0893	17.6909
Si	3.6366	5.5441	11.6068
Si	0.0891	1.1812	18.4629
Si	8.3744	4.4463	18.8286
Si	-1.3121	11.4415	17.9738
Si	2.7322	6.3404	21.3656
O	7.0865	0.5126	0.8936
O	3.2846	8.1647	-0.2852
O	5.7603	10.9724	22.0216
O	5.7561	4.402	-1.4252
O	5.3118	0.5416	-1.0805
O	7.6707	4.1829	0.2415
O	7.2053	9.3681	20.4677
O	7.2645	8.7145	0.1608
O	5.1411	9.5891	-1.2821
O	-0.4667	10.2255	9.2433
O	2.6306	12.2816	11.3613
O	4.3821	2.3062	9.6885
O	7.2568	6.1251	9.5385
O	4.7843	14.2825	9.5606
O	9.9919	2.2202	9.1035
O	10.3378	5.9313	10.5036
O	8.4565	9.8828	9.4958
O	0.7077	14.127	-0.6174
O	3.3418	5.3426	-1.7807
O	-5.8974	13.5769	21.8167
O	-0.8947	10.4751	-0.2085
O	7.3653	4.2194	20.0761
O	3.0917	-2.1322	-1.3995
O	4.0664	15.1415	16.7642
O	3.7666	2.7254	-1.1838
O	9.931	7.2401	14.4009
O	9.1327	10.6121	18.8673
O	3.0089	8.9454	-2.8571
O	2.7518	10.6824	-0.8722
O	6.8405	-1.6087	-0.7435
O	2.4688	10.5604	21.1184
O	4.5152	12.0157	19.9889
O	-4.2924	11.9873	20.1816
O	7.1312	11.1844	-0.9154
O	-0.9477	15.5517	19.1531
O	7.1035	10.2614	12.1115
O	8.6051	9.5107	14.8984
O	11.2976	3.4907	11.042
O	11.8195	0.9225	10.6207
O	8.8094	-0.7301	13.1101
O	6.2695	8.2071	10.8177
O	10.0662	9.4664	11.5712
O	5.058	8.9272	13.1056
O	7.758	7.0217	15.6514
O	9.5214	12.0957	14.1047
O	4.4757	1.5422	12.2525
O	2.9803	-0.5936	12.3942
O	11.0177	9.9726	14.0691
O	2.5467	6.1286	10.5597
O	10.0265	11.076	16.4079
O	0.1301	2.6517	19.1694
O	8.3135	1.5729	11.7501
O	1.8825	11.7938	16.2971
O	8.7434	4.0917	11.511
O	4.9559	11.5704	12.8764
O	7.539	7.8462	13.1685
O	10.7243	5.2348	12.9303
O	0.9214	6.1808	14.5826
O	8.5224	14.9523	17.6985
O	7.2006	4.3075	15.8618
O	2.6343	1.4117	14.1594
O	0.6414	13.9235	11.816
O	4.2534	6.1097	22.028
O	4.6178	9.3934	20.1842
O	-0.4179	4.0239	16.9972
O	5.1395	5.9894	11.1951
O	7.9283	5.7341	17.9475
O	3.6752	3.9299	11.6287
O	9.3556	2.7728	15.4739
O	-1.6342	4.6474	19.3099
O	4.2032	12.8954	15.4472
O	6.2593	3.2073	11.264
O	1.0253	10.2216	11.965
O	2.565	4.0516	14.4468
O	7.1884	1.489	16.2614
O	5.6365	6.369	16.834
O	4.3209	4.1811	16.8894
O	8.5253	5.7151	21.8181
O	3.314	6.3203	15.6032
O	0.3885	2.6584	14.818
O	2.8539	3.8136	19.0283
O	3.3434	10.5244	14.5685
O	-0.4112	1.3607	16.9256
O	0.2276	7.8092	12.6831
O	8.3237	3.1006	17.9105
O	4.7685	15.2322	14.2401
O	9.3582	12.7073	11.4421
O	2.3433	2.517	16.6009
O	3.2893	6.2806	18.1859
O	0.2478	11.0854	18.2907
O	1.5229	15.8243	18.6061
O	4.3334	1.9086	18.2635
O	7.8149	2.6805	-1.9614
O	6.4656	14.3348	16.0327
O	3.7982	14.8915	19.3573
O	3.1626	6.143	13.034
O	6.7512	-0.4598	11.2176
O	6.1599	15.5105	18.3708
O	7.2332	12.658	13.1173
O	1.8872	13.1905	18.4843
O	2.8406	10.6815	18.5042
O	6.2208	12.3504	10.6622
O	1.7676	14.2684	20.8364
O	-1.4818	13.0211	18.2947
O	0.8224	5.328	18.9665
O	2.0317	12.7992	13.8769

Results
free energy: -64968.338 eV
free energy less fixed offsets of O -463.61, Si -117.95 eV per atom: -20.378 eV
pressure: -1.85 GPa
stress xx, yy, zz, yz, xz, xy (GPa, positive in tension): 2.19, 1.75, 1.59, -0.06, 0.33, -0.57

Forces (eV/angstrom), in the order of the atoms: element, x, y, z
Si	0.1833	-0.0674	-0.6194
Si	-0.7532	-0.388	0.2763
Si	-0.3281	0.2928	-0.2461
Si	0.6166	0.1045	-0.799
Si	0.4521	-0.3324	-0.6484
Si	-0.2401	0.0843	0.2378
Si	-0.3142	-0.0415	-0.0285
Si	-0.3186	-0.2069	-0.2312
Si	-0.0902	-0.0878	0.0595
Si	-0.6153	-0.3304	0.6673
Si	-0.2702	-0.0356	-0.4741
Si	0.2815	0.2382	-0.2586
Si	-0.3156	0.1532	-0.4426
Si	0.202	-0.0045	0.5229
Si	0.1543	0.1407	-0.1881
Si	-0.2798	0.0227	-0.3589
Si	-0.039	0.0143	0.0696
Si	0.047	-0.1199	-0.138
Si	-0.3712	0.1185	0.1038
Si	0.2413	-0.0482	-0.5981
Si	0.3656	-0.1624	-0.3892
Si	0.589	0.2814	-0.5652
Si	-0.2237	0.5004	-0.1061
Si	-0.6083	0.1935	-0.3183
Si	-0.0328	0.0924	0.1121
Si	-0.0121	-0.1297	0.0255
Si	0.1812	-0.097	0.0606
Si	0.178	0.0532	0.245
Si	0.1189	0.0357	-0.1279
Si	0.0953	-0.0455	0.2385
Si	-0.0463	-0.033	0.0495
Si	0.1925	-0.0392	-0.0837
Si	0.0051	-0.1573	0.2138
Si	0.3214	0.3171	0.27
Si	0.1095	-0.0576	0.3087
Si	-0.0739	0.201	0.1776
Si	-0.095	0.1526	0.0502
Si	0.0308	-0.0413	0.113
Si	0.0151	-0.1303	0.1772
Si	-0.1826	0.0288	-0.0325
Si	-0.0064	0.1294	0.1981
Si	-0.1633	-0.1898	-0.0637
Si	-0.0587	-0.0836	0.0402
Si	-0.2048	0.0204	0.1096
Si	-0.0385	0.0059	-0.0293
Si	-0.2183	-0.0948	-0.1392
Si	-0.0872	-0.0911	-0.0488
Si	0.0426	-0.0129	0.0097
Si	0.0606	-0.1869	0.1142
Si	0.1652	0.1085	0.1129
Si	0.0515	0.1177	-0.118
Si	0.0874	-0.0248	0.0662
Si	-0.0257	-0.0724	0.0336
Si	0.0121	0.0479	-0.0255
Si	-0.2261	0.0295	-0.0466
Si	0.0271	0.1216	0.1166
Si	-0.1335	-0.1484	-0.1523
Si	0.0897	-0.0346	0.0098
Si	-0.0565	0.0648	0.0514
Si	-0.0829	0.2964	0.0074
Si	0.0298	0.2957	-0.1987
Si	0.0775	-0.0022	-0.1743
Si	-0.0113	0.1487	-0.0271
Si	-0.0595	-0.0556	-0.1772
Si	0.1824	-0.0014	0.038
Si	-0.0482	-0.0926	-0.0059
Si	0.1092	0.0094	0.1054
Si	-0.0073	0.0908	-0.1934
Si	-0.0526	0.1979	-0.0772
Si	-0.0332	-0.0158	-0.0954
Si	-0.0057	-0.0295	-0.2197
Si	0.0197	-0.1414	0.0446
Si	-0.1563	-0.053	0.1109
Si	0.4546	-0.4215	-0.2733
Si	0.1394	-0.0304	-0.1196
Si	-0.3871	-0.1164	0.1604
Si	0.4854	0.1796	0.7085
Si	0.1932	-0.0694	0.6131
Si	-0.0677	-0.0046	-0.1361
Si	-0.0806	0.0047	-0.2224
Si	-0.3716	0.4334	0.4373
Si	0.3445	0.0717	0.3611
Si	-0.5026	-0.3868	0.2527
Si	0.198	-0.0304	0.3774
Si	-0.2835	0.1051	-0.3768
Si	-0.1478	-0.1561	0.0259
Si	0.266	0.0202	0.437
Si	-0.1504	0.8137	0.5322
Si	0.0143	0.0963	0.5069
Si	-0.1377	-0.2064	0.1134
Si	0.0318	-0.5122	0.4601
Si	0.1577	-0.0991	-0.0634
Si	0.3168	0.0596	0.2888
Si	-0.211	-0.0326	0.6466
Si	0.3946	-0.5315	0.2153
Si	0.1221	0.0171	0.6474
Si	0.3096	-0.0576	0.4974
Si	0.2024	-0.0306	-0.4274
Si	-0.2942	0.2826	0.5511
Si	-0.0889	-0.1426	0.3779
Si	0.5247	-0.6252	0.3908
Si	-0.072	-0.0877	-0.3247
Si	-0.0865	-0.048	-0.2201
Si	-0.0187	0.1193	-0.0005
Si	0.0776	-0.1214	0.3576
Si	-0.0621	-0.0544	0.3562
Si	0.2712	-0.3699	0.6663
Si	0.1318	-0.0853	0.3488
Si	0.0673	0.1124	0.5735
Si	0.1335	0.1305	0.4286
Si	-0.1493	0.1038	-0.4686
Si	-0.0453	-0.1035	-0.0662
Si	-0.1588	0.0372	0.3238
Si	0.0692	-0.0476	0.0032
Si	-0.7146	0.1464	0.5912
Si	0.0693	-0.0159	0.0601
Si	0.1089	0.1196	-0.2384
Si	0.034	0.0354	-0.3378
Si	0.1963	-0.4738	-1.2271
Si	0.0461	-0.0117	0.0208
Si	-0.0287	-0.0803	-0.4642
Si	-0.017	0.2411	0.4012
Si	-0.0913	-0.0366	0.3627
Si	-0.0862	-0.1494	-0.1589
Si	-0.0932	-0.0184	-0.0021
Si	-0.1159	0.521	-0.5933
Si	0.1576	0.0696	-0.3866
Si	-0.0025	-0.0269	-0.1832
Si	0.098	-0.2062	-0.0646
Si	-0.2054	0.1955	0.2696
Si	0.0603	-0.1457	-0.2051
Si	-0.091	-0.0008	-0.3348
Si	0.0472	-0.0652	-0.2027
Si	0.3957	0.2974	0.0216
O	0.3125	0.0434	-0.2243
O	0.0545	0.2644	0.5704
O	0.0251	-0.2417	-0.2346
O	0.2746	-0.1857	-0.0485
O	0.122	-0.1028	-0.1961
O	0.2452	-0.1184	-0.0656
O	-0.2673	0.1015	0.3847
O	0.3492	-0.0869	0.2553
O	-0.0824	-0.021	0.1021
O	0.2249	-0.249	-0.0857
O	-0.1924	-0.459	-0.2482
O	-0.1185	0.1404	-0.3874
O	0.0629	0.3687	-0.5033
O	-0.1207	-0.3183	-0.4486
O	0.1109	0.1954	-0.0641
O	-0.1279	0.1575	0.019
O	-0.0948	-0.0109	-0.3697
O	0.4402	-0.1528	0.2936
O	0.0375	-0.1541	-0.0375
O	-0.2543	-0.1012	0.346
O	-0.0394	-0.3003	0.7189
O	0.366	0.0454	0.3525
O	-0.4916	0.0072	0.4484
O	0.2488	0.0373	0.0854
O	0.0988	-0.138	-0.0191
O	-0.0029	0.0552	-0.3013
O	-0.0836	0.1528	0.319
O	0.2883	0.1598	0.396
O	0.1073	0.3553	0.3267
O	-0.0879	0.396	0.1179
O	0.0253	-0.3192	0.1609
O	0.1152	-0.2135	0.4251
O	-0.1748	-0.1868	0.3285
O	-0.2756	-0.2858	0.2186
O	0.0212	0.0291	0.0658
O	-0.1523	-0.0121	-0.1445
O	0.1723	-0.0029	-0.2522
O	-0.2602	-0.0203	-0.2247
O	-0.3335	-0.3013	-0.2157
O	-0.1594	-0.0984	-0.6619
O	-0.0578	0.0087	-0.2858
O	-0.0697	-0.0193	-0.3711
O	0.1969	0.1425	-0.2651
O	-0.0221	-0.0701	-0.1125
O	-0.1681	0.0633	-0.3987
O	0.0756	0.1952	-0.2772
O	-0.0082	-0.2504	-0.0623
O	-0.1047	-0.0004	-0.4456
O	0.1009	0.3631	-0.1749
O	0.0041	-0.0135	-0.022
O	-0.0908	0.1212	-0.1982
O	0.0053	0.2439	-0.2496
O	0.1559	0.0848	0.0139
O	-0.0598	-0.1141	-0.3287
O	0.149	-0.1976	-0.3178
O	-0.1333	0.2673	-0.2297
O	-0.1261	-0.0378	-0.504
O	0.0731	-0.0239	-0.3346
O	0.0019	-0.0027	0.1913
O	0.1402	0.0256	0.2456
O	0.1928	-0.0393	-0.1555
O	0.0188	0.167	-0.5216
O	-0.2872	0.3506	0.1813
O	0.104	0.0849	0.3681
O	0.0503	-0.1579	0.3513
O	-0.1442	0.1164	-0.2984
O	-0.0237	-0.3821	-0.0082
O	0.1124	0.0379	-0.103
O	-0.0014	0.0358	0.3209
O	-0.045	-0.1069	-0.0431
O	-0.1996	0.0104	-0.138
O	0.054	-0.0331	-0.0255
O	0.0636	0.0327	-0.219
O	-0.0572	0.116	0.0315
O	0.109	0.0138	0.1154
O	-0.0041	-0.2271	0.0003
O	-0.3068	0.1215	0.1954
O	0.0976	-0.189	0.0076
O	0.0088	-0.2869	-0.0036
O	0.099	0.0309	0.3826
O	-0.1289	0.5125	-0.0976
O	0.0933	0.184	-0.5086
O	0.0831	0.3208	0.2575
O	-0.1277	0.0887	-0.1746
O	0.0348	0.3165	0.039
O	-0.1641	-0.004	-0.138
O	-0.0717	0.4083	-0.3411
O	0.1106	0.2695	0.0698
O	-0.114	-0.3357	0.1946
O	0.004	0.1849	0.0051
O	-0.1151	-0.0415	0.2058
O	-0.125	-0.0811	-0.1065
O	0.2445	-0.2402	0.2045
O	-0.2252	0.2603	0.1678
O	-0.271	0.0294	-0.0926
O	0.1024	-0.2357	-0.3148
O	0.2278	-0.3059	-0.1963
O	-0.1592	0.0205	-0.357
O	0.1581	-0.0864	-0.3862
O	0.0455	0.0941	0.2182
O	0.0099	0.1264	0.3936
O	0.0966	0.0267	0.0174
O	-0.122	0.0945	0.3209
O	-0.0619	0.0508	0.2025
O	0.2582	-0.0882	0.2118
O	0.1318	0.0873	-0.2961
